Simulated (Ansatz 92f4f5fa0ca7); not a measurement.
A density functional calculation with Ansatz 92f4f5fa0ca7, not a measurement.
Periodic cell of 221 atoms, Si132O87H1N1, from a study of silicon, its oxide and their interface. The atomic structure is a simulated model.
Doubt: the cutoff is far below the 930 eV that the study's wrapper takes by default for these files, so forces and energies are approximate.
This geometry differs little from another in the collection (a relaxation step or a small displacement).

Settings: functional PBE; potential files Ansatz PAW; basis plane waves; wave-function cutoff 580 eV; density cutoff ratio 5; exchange-correlation grid ratio 1; k mesh 1 x 1 x 1, Gamma-centred; self-consistency stop 5e-08 eV per atom in the density residual; occupations fixed; spin none; net charge 0.

Cell vectors (angstrom)
a 10.938 0 0
b 0 10.938 0
c 0 0 33.2569

Atoms: element, x, y, z (angstrom)
Si -0.2044 0.1957 25.6946
Si 5.9642 -0.5507 25.7152
Si 2.8561 2.7913 25.7945
Si 8.3481 2.3252 25.8706
Si -0.4816 5.9999 25.6811
Si 5.3676 5.6914 25.7488
Si 3.0173 7.8421 25.7761
Si 8.2226 8.2203 26.0963
Si 1.4189 1.3528 27.0093
Si 6.8636 1.1421 27.1756
Si 4.226 4.1051 27.1226
Si 9.5211 4.1246 26.9307
Si 1.3275 6.7985 27.0616
Si 6.8164 6.7966 27.2387
Si 4.1828 9.4719 27.0303
Si 9.6853 9.6218 27.2019
Si 2.7731 -0.0383 28.4007
Si 8.2634 -0.0605 28.5719
Si 0.0126 2.7687 28.3758
Si 5.5284 2.6664 28.4668
Si 2.7333 5.435 28.4497
Si 8.2273 5.3985 28.4778
Si 0.0755 8.1881 28.4989
Si 5.4646 8.1933 28.5328
Si 4.1018 1.3673 29.8386
Si 9.5708 1.3673 29.8386
Si 1.3673 4.1018 29.8386
Si 6.8362 4.1018 29.8386
Si 4.1018 6.8362 29.8386
Si 9.5708 6.8362 29.8386
Si 1.3673 9.5708 29.8386
Si 6.8362 9.5708 29.8386
Si 0 0 31.2059
Si 5.469 0 31.2059
Si 2.7345 2.7345 31.2059
Si 8.2035 2.7345 31.2059
Si 0 5.469 31.2059
Si 5.469 5.469 31.2059
Si 2.7345 8.2035 31.2059
Si 8.2035 8.2035 31.2059
Si 1.3673 1.3673 32.5731
Si 6.8362 1.3673 32.5731
Si 4.1018 4.1018 32.5731
Si 9.5708 4.1018 32.5731
Si 1.3673 6.8362 32.5731
Si 6.8362 6.8362 32.5731
Si 4.1018 9.5708 32.5731
Si 9.5708 9.5708 32.5731
Si 2.7345 0 0.6835
Si 8.2035 0 0.6835
Si 0 2.7345 0.6835
Si 5.469 2.7345 0.6835
Si 2.7345 5.469 0.6835
Si 8.2035 5.469 0.6835
Si 0 8.2035 0.6835
Si 5.469 8.2035 0.6835
Si 4.1018 1.3673 2.0507
Si 9.5708 1.3673 2.0507
Si 1.3673 4.1018 2.0507
Si 6.8362 4.1018 2.0507
Si 4.1018 6.8362 2.0507
Si 9.5708 6.8362 2.0507
Si 1.3673 9.5708 2.0507
Si 6.8362 9.5708 2.0507
Si 0 0 3.418
Si 5.469 0 3.418
Si 2.7345 2.7345 3.418
Si 8.2035 2.7345 3.418
Si 0 5.469 3.418
Si 5.469 5.469 3.418
Si 2.7345 8.2035 3.418
Si 8.2035 8.2035 3.418
Si 1.2498 1.4991 4.7521
Si 6.8083 1.3982 4.8042
Si 4.101 4.0825 4.8203
Si 9.5301 4.1379 4.8515
Si 1.3682 6.8322 4.7566
Si 6.7818 6.8998 4.827
Si 4.1252 9.5682 4.7872
Si 9.5415 9.591 4.6419
Si 2.6357 0.0368 5.9178
Si 8.2659 0.0103 6.023
Si -0.0395 2.8572 6.3326
Si 5.4435 2.6968 6.2819
Si 2.7234 5.5119 6.1633
Si 8.1042 5.4849 6.2073
Si -0.0943 8.2201 5.9481
Si 5.5047 8.3276 6.3158
Si 3.6622 1.515 7.3639
Si 9.8097 1.0718 7.4429
Si 1.6198 4.012 7.648
Si 6.5233 4.3666 7.6177
Si 4.3009 6.6648 7.4833
Si 9.342 7.1157 7.3409
Si 1.0759 9.7994 7.1637
Si 7.2545 9.4848 7.5511
O 1.8639 3.8914 25.0718
O 7.1465 9.2574 25.2957
O 2.7314 2.8103 7.7948
O 8.3182 8.2648 8.0122
O 5.3904 5.519 7.9559
O 0.0466 -0.0299 7.8433
O 4.1625 6.737 25.2453
O 9.5481 1.305 25.2811
O 1.7967 8.9655 8.3519
N 1.3555 4.5872 9.3161
O 9.0062 1.3361 8.8651
O 6.9677 10.4922 8.8681
O 3.6868 0.6566 8.7982
O 3.6236 7.1523 8.9034
O 7.055 3.8865 9.1217
O 10.2984 6.3548 8.4492
O 3.8381 2.1281 24.6338
O 5.4245 0.014 24.2491
O 7.2327 2.6991 24.6797
O 11.116 5.6946 24.188
O 9.2847 7.1464 25.3198
O 2.3128 8.4554 24.4133
O 6.2162 5.1505 24.4134
O 0.3842 10.357 24.3356
Si 2.4298 8.0675 9.5211
Si 11.0765 6.7578 14.3641
Si 0.0165 -5.1509 17.161
Si 4.1676 0.8707 23.6447
Si 7.4419 -2.0209 20.2795
Si 8.3009 0.8057 21.1783
Si 1.7241 9.738 23.5983
Si 10.5268 9.497 14.3641
Si 3.9471 9.8108 11.7071
Si 4.9387 16.1325 12.0092
Si 6.9516 1.7937 16.7282
Si 4.6415 7.4629 20.1821
Si 13.277 8.551 14.0689
Si 3.7486 1.5003 10.2027
Si 7.9301 11.4761 9.8079
Si 1.7366 8.3624 20.7303
Si 2.5483 -5.4171 21.2062
Si 2.183 3.9907 10.7763
Si 8.2856 4.3795 17.4717
Si 6.9594 3.9223 23.6232
Si 12.6405 3.6269 18.778
Si 6.3536 3.0875 10.3752
Si 4.553 2.9657 18.3389
Si 7.9607 -0.2679 14.959
Si 10.5379 4.6391 12.233
Si -1.3567 3.1291 22.5035
Si 6.2482 7.8935 12.2451
Si 8.5875 9.6127 12.229
Si 5.571 2.3249 21.3203
Si 12.0306 4.4152 23.7477
Si 9.8875 2.6806 19.6238
Si 11.2286 5.9284 9.704
Si -5.3141 5.8691 17.6124
Si -0.8547 -2.6085 18.994
Si 8.0201 10.1063 17.6725
Si 4.8221 6.7919 14.6209
O 7.6445 10.2663 13.4208
O 7.0071 9.5496 18.8263
O 7.844 8.1619 11.9503
O -1.5729 1.1604 19.9697
O 4.5861 5.4805 13.6097
O 7.5279 9.6304 16.1723
O -1.4117 -1.4008 18.0154
O 4.8912 13.5459 9.8779
O 5.4557 9.2113 11.6971
O 1.2518 7.1611 10.1923
O 7.0945 1.1076 15.2336
O 8.4832 4.2254 23.0655
O 5.6568 6.5751 11.4649
O 1.5036 6.763 21.0028
O -2.1285 8 20.0249
O 10.1442 9.5638 12.7521
O 15.757 4.4867 17.8508
O 6.0584 8.1337 20.7919
O 2.8313 -0.0237 23.5478
O 3.1936 9.5437 13.1184
O 6.0179 3.5245 22.3439
O 9.9622 3.5668 20.9882
O 2.2747 4.3308 20.1335
O -5.8963 6.9895 18.6584
O 0.5476 -2.1098 19.6973
O 8.6514 10.5081 10.8886
O 11.687 6.2639 15.7913
O 12.0918 4.1636 12.0409
O 9.632 10.6814 15.0804
O 10.3507 5.5467 13.5774
O 0.4526 2.5911 19.0022
O 4.0575 11.4069 11.4198
O 1.3715 7.3631 13.4417
O 12.1384 9.5758 14.7403
O 7.2281 5.5737 17.8671
O 3.4735 -3.234 14.9154
O 12.0747 4.8361 17.8507
O 11.0013 3.2119 23.3064
O 5.9572 18.6346 13.851
O 2.2303 4.8418 22.6571
O 6.8717 1.4917 20.8407
O 5.387 -4.6011 16.0716
O 1.4533 -1.6844 22.0681
O -2.1343 3.5129 18.7447
O 9.5914 4.9906 16.7258
O 9.559 3.3401 12.3423
O 4.5213 1.3779 22.1335
O 3.3243 -2.4377 20.2
O 2.9354 2.7457 18.1432
O 3.5591 4.8151 11.201
O 6.0724 4.0078 11.7223
O 10.0326 7.9709 14.7593
O -6.0352 2.8519 19.9358
O 7.8972 11.7537 17.6622
O 7.9785 -0.8042 21.2877
O 4.0829 6.1467 21.0441
O 8.9553 1.587 22.4848
O 2.4443 2.3838 10.6236
O 18.4735 3.3007 16.5068
O 3.0271 9.0769 10.6127
O 10.2003 5.5475 10.9122
O 7.173 1.706 10.6755
O 10.4887 -3.9404 18.1468
O 5.4514 1.9316 17.4111
H 8.8192 3.3889 12.9677

Results
free energy: -133793.593 eV
free energy less fixed offsets of H -15.97, N -385.13, O -568.88, Si -635.61 eV per atom: 0.587 eV

Forces (eV/angstrom), in the order of the atoms: element, x, y, z
Si -0.0788 0.0523 -0.0694
Si 0.1155 -0.0826 -0.1742
Si 0.0373 0.0619 -0.166
Si -0.0067 -0.1548 -0.2041
Si -0.0593 0.1085 -0.1671
Si -0.0689 0.0378 -0.1219
Si 0.0885 -0.0754 -0.1507
Si 0.0697 -0.0505 -0.1079
Si 0.0005 -0.0048 0.0419
Si 0.0088 0.0149 0.0826
Si -0.0166 -0.0165 0.0394
Si 0.0586 0.05 0.0836
Si -0.007 -0.0373 0.0734
Si -0.0186 0.0115 0.0579
Si -0.002 0.0024 0.0483
Si 0.0047 0.0063 0.0225
Si -0.0092 0.0063 -0.0123
Si -0.0042 -0.0061 -0.0462
Si 0.0145 -0.0534 0.0417
Si 0.002 0.0053 -0.0313
Si 0.063 -0.0045 0.0179
Si -0.0474 0.0278 -0.0217
Si -0.043 0.0227 -0.0275
Si 0.0039 -0.0131 -0.0351
Si -0.0676 -0.166 -0.2637
Si 0.321 0.4969 -0.0135
Si -0.0397 -0.1543 -0.1752
Si 0.1647 -0.4345 0.1388
Si -0.415 -0.1268 0.1465
Si 0.1081 -0.1165 -0.1744
Si 0.4857 0.1134 0.0583
Si 0.0415 -0.2491 0.5896
Si 0.1243 0.1525 -0.05
Si -0.0041 0.0088 0.0132
Si -0.0959 -0.0507 -0.0543
Si 0.0146 0.0826 0.0405
Si -0.0338 0.0392 -0.0074
Si -0.0941 -0.0377 -0.0536
Si -0.0019 0.0428 0.0348
Si -0.1413 -0.0356 0.0146
Si 0.0044 -0.0494 0.0112
Si 0.0368 -0.0445 -0.0248
Si 0.0153 -0.0041 -0.023
Si 0.0013 -0.0341 -0.0141
Si 0.0497 0.0211 -0.0296
Si 0.0898 -0.0164 -0.0013
Si 0.001 -0.0583 -0.0256
Si 0.0052 -0.0125 -0.0328
Si 0.0236 -0.0163 -0.0135
Si -0.0627 0.0515 0.0108
Si -0.0239 0.0393 0.023
Si -0.0265 0.0168 0.0444
Si -0.074 0.0568 0.0058
Si 0.0121 -0.0183 -0.0034
Si -0.0163 -0.0189 0.0437
Si -0.0368 0.0715 0.016
Si -0.0773 -0.0844 0.0427
Si 0.0547 -0.1023 -0.0589
Si 0.0859 -0.0284 -0.0216
Si 0.1035 0.0738 0.0516
Si -0.0279 -0.0722 -0.0147
Si -0.1075 -0.0327 0.0195
Si 0.1409 0.1569 0.0283
Si 0.0435 -0.0996 -0.0375
Si -0.0014 0.5519 -0.6192
Si 0.077 0.0845 0.0201
Si -0.077 0.2776 -0.0933
Si 0.0084 0.1216 0.2814
Si -0.145 -0.1754 0.1133
Si -0.1535 0.1183 0.2928
Si 0.2288 -0.0724 -0.0297
Si -0.5141 -0.2977 -0.4912
Si -0.0061 -0.0417 0.02
Si 0.002 -0.0086 0.0651
Si 0.0102 0.0461 -0.0083
Si -0.0128 -0.0216 0.0219
Si -0.0287 0.0165 0.015
Si 0.0259 -0.0268 -0.0057
Si 0.0077 0.0225 0.0389
Si -0.005 0.0743 0.0181
Si -0.0201 0.0195 -0.0299
Si 0.041 -0.0296 -0.01
Si -0.0176 -0.0126 -0.0991
Si -0.0129 -0.0471 -0.0167
Si 0.0404 -0.0197 -0.0617
Si -0.0798 -0.0171 -0.0298
Si 0.0182 -0.0263 -0.0052
Si -0.0055 -0.006 -0.026
Si 0.0226 0.0056 0.0366
Si -0.0289 -0.2112 0.0232
Si 0.0032 0.0652 0.1827
Si 0.0098 0.0725 0.007
Si 0.0022 -0.0438 0.0648
Si 0.0013 0.079 0.1559
Si -0.0657 0.0398 0.1987
Si 0.1375 0.0367 0.0138
O -0.0039 -0.0101 0.006
O -0.0854 0.0905 0.0426
O -0.01 0.0022 -0.0469
O -0.0429 0.0097 -0.0521
O 0.0116 -0.0271 -0.0383
O 0.0663 -0.0199 -0.0805
O 0.0175 -0.0016 0.0929
O 0.0348 -0.0484 0.1216
O -0.0074 0.0633 -0.0128
N 0.0229 -0.0448 0.0363
O 0.0387 0.0254 -0.0173
O -0.0125 -0.0259 0.003
O 0.0016 0.0245 -0.0475
O -0.0026 0.0303 -0.036
O 0.0121 0.0073 -0.0118
O -0.033 -0.0131 -0.064
O -0.019 -0.0497 0.0656
O -0.0251 0.0073 0.1026
O -0.003 0.0143 0.0752
O 0.01 -0.0182 0.0648
O -0.0502 0.051 0.0991
O -0.0079 0.0239 0.0652
O 0.0005 0.0024 0.0426
O 0.0139 0.0013 0.0249
Si -0.0308 0.0813 -0.0137
Si -0.0042 0.0025 -0.0273
Si 0.0181 0.0102 0.0355
Si 0.0349 0.0544 -0.0537
Si -0.0188 0.0097 0.0322
Si -0.0248 0.0199 -0.0049
Si -0.012 -0.001 -0.0328
Si 0.0066 -0.0112 -0.0347
Si -0.0231 -0.0578 -0.0058
Si -0.0033 0.0212 -0.0071
Si 0.0098 -0.0162 0.0134
Si -0.0138 -0.0025 0.0221
Si 0.0045 0.0117 -0.0414
Si 0.0128 0.0132 0.0656
Si 0.0212 -0.015 0.0431
Si 0.0023 -0.0456 -0.029
Si -0.005 0.0214 -0.0574
Si -0.0196 0.0146 -0.0196
Si 0.0047 -0.0159 0.0551
Si 0.0135 0.0237 -0.0668
Si -0.0202 0.0024 0.0536
Si -0.0317 -0.0081 0.064
Si 0.0088 0.013 0.0548
Si 0.0024 -0.0121 -0.0298
Si -0.0161 -0.0475 -0.0221
Si -0.0163 -0.0047 -0.0838
Si 0.0168 -0.0014 0.0024
Si -0.0012 -0.0268 0.0091
Si 0.0409 -0.0073 -0.0497
Si 0.0198 -0.0244 -0.015
Si 0.0169 0.0085 0.0445
Si -0.0057 -0.019 -0.0163
Si -0.027 0.0088 0.0113
Si 0.0201 0.0095 0.0407
Si -0.0112 -0.0147 0.0205
Si -0.0025 -0.0016 -0.0284
O 0.0031 0.0183 0.0313
O 0.0095 0.0033 -0.0119
O 0.0019 0.0167 0
O 0.0008 0.0035 -0.0079
O -0.0056 0.0157 0.0282
O 0.0032 0.0112 -0.0056
O -0.0052 0.0057 -0.0081
O -0.0096 -0.0002 -0.0176
O -0.0265 0.0096 -0.0106
O 0.0314 0.0617 -0.0144
O -0.0015 0.0071 0.0187
O -0.0002 0.0061 0.0507
O -0.0155 -0.0088 -0.0097
O 0.0014 0.0082 0.0222
O 0.0084 0.0015 -0.0176
O -0.007 0.0052 0.0227
O 0.0009 -0.0017 -0.0119
O 0.0128 0.0035 -0.0009
O -0.0173 -0.0179 0.0267
O -0.0143 -0.0214 -0.0009
O -0.0007 0.012 0.0621
O -0.0112 -0.0093 0.0073
O -0.0054 -0.0065 -0.0025
O 0.0059 -0.0118 -0.0195
O -0.0234 0.0115 -0.0124
O -0.0134 0.0181 -0.0467
O 0.005 -0.0128 0.0228
O 0.0144 -0.0045 -0.018
O -0.0041 0.0039 0.0101
O 0 0.024 0.0157
O 0.0083 0.0111 -0.0173
O -0.0003 0.0059 -0.0145
O 0.0058 0.0121 0.0228
O -0.0036 0.0031 0
O 0.0085 0.0009 -0.0071
O 0.0098 -0.0006 -0.0032
O -0.0192 0.0136 -0.0243
O 0.0003 0.0107 0.039
O -0.0099 0.0015 0.0179
O -0.015 -0.0088 0.0522
O -0.0063 -0.0003 0.0025
O 0.0135 -0.0088 0.032
O -0.0003 0.0213 0.0659
O -0.0112 0.017 -0.0194
O -0.0027 0.0027 -0.0177
O -0.0279 0.0226 0.0506
O -0.0352 -0.0451 0.131
O 0.0163 0.0037 0.006
O -0.0004 -0.0087 -0.0247
O -0.0066 -0.0044 -0.0212
O 0.0177 -0.0266 -0.0403
O 0.0001 -0.001 0.0076
O 0.0022 -0.0024 -0.0162
O -0.006 0.0027 -0.011
O -0.001 -0.0103 -0.0029
O 0.0084 0.0055 0.0116
O 0.0113 0.0139 0.0166
O 0.0053 -0.0119 -0.0252
O -0.0006 0.0002 -0.0179
O -0.0158 -0.0622 -0.018
O 0.0065 0.0033 -0.0002
O 0.0022 -0.0159 -0.0276
O -0.0013 -0.0222 -0.0215
O 0.0092 -0.0074 -0.0257
H 0.0563 0.0003 -0.0411

The program warned: the cutoff lies below the one the program advises for these potential files; the forces do not sum to zero within the program's tolerance; the exchange-correlation potential is rough where the density is thin.
